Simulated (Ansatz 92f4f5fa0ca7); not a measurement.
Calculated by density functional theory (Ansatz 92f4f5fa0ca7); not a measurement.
Periodic cell of 224 atoms, Si134O86N4, from a study of silicon, its oxide and their interface. The atomic structure is a simulated model.
This geometry differs little from another in the collection (a relaxation step or a small displacement).

Settings: functional r2SCAN; potential files Ansatz PAW; basis plane waves; wave-function cutoff 800 eV; density cutoff ratio 5; exchange-correlation grid ratio 1; k mesh 1 x 1 x 1, shifted by 0.5 0.5 0 of a step; self-consistency stop 1e-10 eV per atom in the density residual; occupations fixed; spin none; net charge 0.

Cell vectors (angstrom)
a  10.88  0  0
b  0  10.88  0
c  0  0  32.3105

Atoms and the computed forces on them: element, x, y, z (angstrom), force x, y, z (eV/angstrom)
Si  -0.2738  0.2239  -0.0597  -0.0035  -0.0033  -0.0098
Si  2.8517  2.5681  -0.0653  0.0031  0.0061  0.0008
Si  -0.123  5.4442  -0.0652  -0.0081  -0.0096  -0.0064
Si  2.8208  7.9375  0.0744  -0.0029  -0.0061  -0.0108
Si  5.1599  0.3788  -0.2325  0.0103  0.0074  -0.0014
Si  8.3963  2.5877  -0.1082  -0.0007  -0.0047  -0.0142
Si  5.3175  5.9758  -0.0539  0.005  0.0058  -0.0057
Si  8.5954  7.7103  0.1982  -0.0152  -0.0161  -0.0019
Si  1.3506  1.3554  1.2474  -0.0007  0.0002  0.0006
Si  4.1567  4.1766  1.092  -0.0036  0.0011  0.0071
Si  1.3702  6.6663  1.3238  -0.0039  0.0021  -0.0004
Si  4.0973  9.5868  1.1367  0.0002  0.0008  0.0019
Si  6.7653  1.4106  1.1553  -0.0014  0.0016  0
Si  9.5127  4.0518  1.3184  0.001  0.0019  0.0012
Si  6.8661  6.8133  1.4772  0.0035  -0.0041  -0.0014
Si  9.5896  9.4893  1.2985  0.0005  0.0013  0.0021
Si  0.006  2.6979  2.6391  -0.0027  -0.0012  -0.0052
Si  2.7387  -0.0016  2.5766  -0.0013  0.0013  -0.0015
Si  0.0508  8.1158  2.6543  0.0021  0.0006  -0.0042
Si  2.7904  5.3864  2.6217  0.0055  -0.0051  -0.0039
Si  5.4486  2.7781  2.5377  -0.0037  0.0003  -0.0038
Si  8.1212  0.0016  2.5494  0.0002  -0.0008  -0.0044
Si  5.4471  8.2743  2.6228  -0.0005  -0.0019  -0.0018
Si  8.1633  5.3633  2.735  -0.0019  0.007  -0.0033
Si  1.3876  4.0588  3.9767  -0.0002  0.0021  0.002
Si  4.0839  1.3992  3.9096  0.0027  0.0008  -0.0005
Si  1.4121  9.5017  3.969  -0.0016  -0.0001  0.0018
Si  4.1007  6.8294  3.9394  -0.0068  0.0043  0.0007
Si  6.7778  4.0284  4.023  -0.001  -0.0017  -0.0022
Si  9.4987  1.3349  3.9425  0.0028  -0.0026  0.0031
Si  6.7948  9.5864  3.9933  0  -0.0004  0.001
Si  9.5244  6.7976  4.0059  -0.0013  -0.0033  0.0014
Si  0.0075  -0.0119  5.2878  -0.001  0.0003  -0.0001
Si  2.7288  2.7046  5.3216  -0.0008  -0.0003  -0.0006
Si  0.0241  5.4362  5.337  -0.0005  0.0009  0.0002
Si  2.7447  8.1517  5.3407  0.0016  -0.0013  0.0001
Si  5.4269  0.0558  5.3299  -0.0013  0.0008  0.0002
Si  8.1594  2.6839  5.3469  0.0001  0.0017  0.0002
Si  5.4344  5.4573  5.3131  -0.0002  -0.0019  0.0003
Si  8.1463  8.1822  5.3223  0  -0.0006  -0.0007
Si  1.3556  1.3532  6.6651  -0.0013  0.0003  -0.0004
Si  4.0626  4.0973  6.6631  0.0003  -0.0002  -0.0008
Si  1.3633  6.8107  6.6992  -0.0003  -0.0002  -0.0004
Si  4.0866  9.5361  6.6851  0  -0.0001  -0.0007
Si  6.794  1.3688  6.7194  -0.0009  -0.0003  -0.0005
Si  9.5146  4.0804  6.6804  0.0001  0.0002  -0.0008
Si  6.7831  6.8138  6.6682  0.0001  0.001  -0.0005
Si  9.527  9.5335  6.6596  -0.0002  -0.0003  -0.0001
Si  0.0049  2.724  8.0272  0.0003  0.0001  -0.0001
Si  2.6937  -0.0109  8.035  0.0005  0.0003  -0.0006
Si  -0.0226  8.1778  8.0319  -0.0005  -0.0004  0.0002
Si  2.7155  5.439  8.0425  -0.0006  0.0003  0.0002
Si  5.4169  2.7538  8.0307  0.0003  0.0001  -0.0002
Si  8.1818  0.0005  8.0371  0.0006  0.0002  0.0004
Si  5.4391  8.164  8.043  -0.0008  -0.0002  0.0003
Si  8.1391  5.4626  8.0198  0  -0.0018  -0.0003
Si  1.3211  4.1162  9.3966  -0.0003  -0.0009  -0.0003
Si  4.0565  1.3693  9.3609  -0.0008  -0.001  -0.0008
Si  1.3251  9.5215  9.4104  0.0016  0.0009  0.0005
Si  4.0664  6.7989  9.4017  0.001  0.0002  -0.0003
Si  6.7705  4.1183  9.3818  -0.0002  0  -0.0004
Si  9.5435  1.3641  9.396  0.0002  0.0001  -0.0001
Si  6.8392  9.5024  9.3777  -0.0003  -0.001  -0.0006
Si  9.4672  6.8468  9.3812  -0.0001  0.0014  0.0004
Si  -0.0186  -0.0052  10.8099  -0.0016  0.0001  -0.0016
Si  2.6787  2.7229  10.7099  0.0007  0.0005  -0.0016
Si  -0.0729  5.507  10.7266  0.0013  -0.0017  -0.0038
Si  2.6581  8.1214  10.7447  -0.0018  -0.0002  -0.0025
Si  5.4637  -0.007  10.6554  -0.0008  0.0009  -0.0031
Si  8.1601  2.7542  10.6823  -0.0004  -0.0013  -0.0045
Si  5.4465  5.4809  10.7873  0.0004  -0.001  -0.0018
Si  8.1619  8.1882  10.8278  -0.0002  -0.0007  -0.0009
Si  1.3547  1.3823  12.1199  -0.0003  0.0011  0
Si  4.041  4.0718  12.0385  -0.0012  -0.0001  0.0014
Si  1.2225  6.8438  12.1549  0.0019  0.003  0.0029
Si  4.1017  9.4934  11.9598  0.0002  -0.0012  0.0025
Si  6.8432  1.3442  11.9893  0.0008  -0.0018  0.0019
Si  9.4351  4.1609  12.0569  -0.0016  -0.001  0.0007
Si  6.7895  6.8509  12.2032  0.0004  0.0032  0
Si  9.5034  9.5508  12.243  0.0007  -0.0001  0.0003
Si  -0.102  2.7703  13.3623  0.0017  0.0001  -0.0029
Si  2.8425  -0.0056  13.3196  0.0018  0.0001  -0.0009
Si  -0.0303  8.2765  13.7158  -0.0011  0.0034  -0.0056
Si  2.5995  5.3548  13.3558  0.0018  -0.0025  -0.0055
Si  5.4575  2.6805  13.2701  -0.002  -0.0013  -0.0032
Si  8.0974  0.0511  13.5361  0  -0.0009  -0.0068
Si  5.363  8.2231  13.4895  -0.0002  -0.0026  -0.0041
Si  8.1365  5.4877  13.5769  -0.0007  0.0016  -0.0014
Si  1.0565  4.2125  14.785  0.0108  -0.0026  0.0261
Si  4.397  1.1437  14.6671  -0.0009  0.0008  0.0185
Si  1.7989  9.4294  14.7961  0.0066  0.0029  0.0133
Si  3.6912  6.9697  14.5915  -0.0021  -0.0003  0.0169
Si  6.8579  3.8409  14.6878  -0.0057  -0.003  0.0206
Si  9.1988  1.7518  14.7573  0.0002  -0.0015  0.0205
Si  6.4944  9.8101  14.8505  0.0006  0.0028  0.0188
Si  9.7745  6.5444  14.9648  -0.0004  0.0027  0.0211
Si  2.7128  2.7521  16.892  0.0026  -0.002  0.0041
Si  2.2634  10.7974  17.6293  -0.0005  0.0001  0.0107
Si  10.3819  9.6793  18.8366  -0.0008  -0.0008  0.0078
Si  4.7852  4.9735  16.7965  -0.0016  0.001  0.0102
Si  5.3735  11.1076  17.4256  -0.0009  0.0029  0.0193
Si  6.6823  6.3958  18.7385  -0.0005  -0.0008  0.0072
Si  7.6883  9.1099  17.5171  0.002  -0.0005  0.0114
Si  10.018  24.4425  22.4808  -0.0026  0.0011  -0.0008
Si  9.6216  12.4913  19.7061  -0.0008  -0.0002  0.01
Si  6.4367  13.0329  19.5048  -0.0005  0.0009  0.0073
Si  8.3227  13.5393  29.1286  0.0001  0.0023  -0.0101
Si  10.2206  17.7552  20.3033  -0.0003  -0.0015  0.0068
Si  -2.3465  16.1751  22.1319  -0.0031  -0.0038  0.0021
Si  6.0051  12.0535  22.1736  0.0012  -0.0003  0.0038
Si  8.376  11.5093  23.832  0.0001  -0.0007  -0.0021
Si  16.7704  4.9376  21.0674  0  -0.0007  0.0043
Si  10.8298  17.4904  23.2224  0.0017  -0.0007  0.0013
Si  -0.2619  2.8372  17.0839  -0.0033  -0.0024  0.0107
Si  5.6322  9.4133  26.9082  0.0018  0  -0.0077
Si  4.8952  14.1316  25.8594  0.0014  -0.0011  -0.0069
Si  -1.5111  5.5669  17.7551  -0.0006  -0.001  0.0129
Si  6.6803  10.1297  29.5395  0.0018  -0.0012  -0.0115
Si  6.9294  7.3676  30.0156  -0.0015  0.0015  -0.0132
Si  5.4519  12.6529  29.4431  -0.0003  0.0034  -0.0083
Si  5.6758  11.4092  24.7568  0.0022  0.002  -0.0053
Si  4.4008  14.702  23.1098  0.0006  -0.002  -0.0023
Si  13.0125  4.1594  27.0028  0.0014  -0.0011  -0.009
Si  5.6714  15.6493  29.5448  0.0017  -0.0015  -0.0082
Si  1.4597  4.1772  24.0243  0.0003  0.001  -0.0039
Si  3.2429  16.992  28.6191  0.0005  -0.003  -0.0057
Si  9.8262  8.9228  25.1248  -0.0019  0.0019  -0.0047
Si  11.5406  20.8223  27.4494  0.0005  0.0011  -0.0088
Si  1.5195  4.1584  29.9477  0.0035  0.0045  -0.014
Si  7.513  4.3421  27.2371  -0.0004  0.0004  -0.0087
Si  -1.1993  10.9539  29.535  -0.0028  0.0034  -0.0097
Si  2.3357  19.6097  29.5461  0.0023  -0.0002  -0.0126
Si  7.6905  7.2843  27.0035  0.0018  -0.0011  -0.0039
Si  3.3246  21.7673  28.172  0.0007  0.0029  -0.009
O  -0.0909  -0.2801  30.6867  0.0019  0.0008  0.0097
O  -1.4091  1.3746  -0.2573  0.0059  -0.0024  0.0071
O  3.9403  1.437  -0.473  -0.0067  -0.0156  -0.007
O  2.1325  2.9582  30.8289  -0.0005  -0.001  0.0044
O  1.3254  14.771  25.6281  0.0009  0.0006  0.0034
O  -6.8128  6.9802  31.9515  0.0011  0.0079  -0.0015
O  1.1499  8.7376  28.4374  0.0019  -0.0003  0.0041
O  7.0469  15.5023  28.7577  -0.0019  0.0018  0.006
N  5.7576  0.3871  30.4439  -0.0012  -0.0018  0.0105
O  8.1158  3.2015  30.6932  -0.0023  0.0015  0.0081
O  9.7088  6.6491  31.962  0.0161  0.0193  -0.0075
O  7.8774  8.0329  31.1163  0  0.0022  0.005
O  8.8008  19.0219  26.1568  -0.0003  -0.0003  0.0028
O  6.9128  1.9205  28.7317  0.0009  0.0002  0.0064
O  0.1719  5.5443  15.0896  -0.0079  -0.0102  -0.0238
O  3.5433  2.0581  15.7012  -0.0016  0.0003  -0.0075
O  2.2604  1.5374  17.8891  0.0003  0.0013  -0.0043
O  1.7797  10.3845  16.1312  -0.0033  -0.0036  -0.0101
O  -0.902  12.486  16.2071  -0.001  -0.0001  -0.0118
O  2.7168  8.1357  15.2082  -0.002  0.0015  -0.0057
O  4.0343  6.0034  15.8348  -0.0022  0.0006  -0.0108
O  5.4128  5.9622  17.8741  -0.0012  -0.0011  -0.0061
O  7.9053  5.3906  18.4138  0.0029  -0.0001  -0.0054
O  9.6904  10.8983  19.5939  0.0005  0.0012  -0.0044
N  5.4555  11.0091  15.6652  0.0017  -0.0015  -0.0179
O  7.3293  8.9027  15.9457  -0.0021  0  -0.0109
O  11.9566  10.0559  18.5061  0.0023  0.0006  -0.0042
N  1.2286  3.3782  16.3412  0.0021  0.0042  -0.0094
O  -2.9188  2.7408  15.1636  -0.0001  0.0003  -0.0131
O  -4.8902  15.1141  16.0137  0.004  0.0001  -0.0124
O  -0.542  8.4046  19.8263  -0.0012  0.0003  -0.0035
O  11.1843  17.6268  21.6197  0.0006  0.0002  -0.002
O  6.6561  10.2785  17.9903  -0.0007  -0.0011  -0.0075
O  9.2942  9.3957  17.6305  -0.0025  -0.0003  -0.0053
O  14.7614  10.4889  17.8489  0.0004  0.0004  -0.0059
O  14.5878  14.8076  17.4379  0.0002  -0.001  -0.0033
O  7.2583  7.8633  18.4371  0.0011  0.0023  -0.0051
O  5.4116  2.6265  22.641  0.0003  0  -0.0009
O  10.4309  5.9781  18.9418  -0.0013  -0.0029  -0.0078
O  5.6747  12.5929  18.11  -0.0006  -0.003  -0.0059
O  13.7085  14.4628  23.3916  -0.0003  -0.0001  0.0003
O  8.0668  23.8195  19.4674  0.0007  -0.001  -0.0024
O  7.5858  11.6406  22.3905  0.0009  0.0008  -0.001
O  4.4848  15.7466  21.8721  -0.0002  0.0013  -0.001
O  9.0191  20.9723  24.3086  0.0005  -0.0018  0.0022
O  -1.197  15.0338  17.0609  0.0005  -0.0013  -0.0056
O  4.2298  12.2145  28.4344  0.0007  0.0004  0.0045
O  7.2123  11.9493  24.8691  0.0012  -0.0012  0.0006
O  6.0832  3.6662  20.0371  0.0004  -0.0009  -0.0026
O  15.6471  12.5585  25.4354  -0.0001  0.0007  0.0016
O  8.9967  14.6563  21.8795  0.001  -0.0021  0.0004
O  6.9508  16.0011  22.2957  0.0004  -0.0004  -0.0008
O  -0.5585  12.7241  21.149  -0.003  0.0017  -0.0002
O  5.2235  21.9737  23.2156  0.0001  -0.0005  0.0001
O  12.0676  16.656  23.857  0  -0.0001  0.0003
O  6.3263  14.4002  26.5385  0.0031  0.0017  0.0039
O  13.8766  10.2068  29.6138  0  0.0003  0.0039
O  9.5616  12.5381  29.3287  -0.0003  0.001  0.0055
O  9.5217  12.6267  23.7066  0.0005  -0.0013  -0.002
O  10.5937  2.3323  18.6203  0.0023  0.001  -0.0076
O  9.3127  6.6824  16.5509  0.0035  0.0012  -0.0114
O  6.5819  21.1475  27.9127  -0.0008  0.0005  0.0044
O  5.8075  11.9749  20.5842  0.0005  0.0003  -0.0043
O  1.3672  -7.2198  28.3827  -0.0001  0.0007  0.0069
O  -4.6913  7.8927  26.7813  0.0014  0.0019  0.0042
O  8.7991  17.2245  20.9063  0.0014  -0.0004  -0.0023
O  7.8165  16.6196  26.4887  -0.0009  0.0007  0.0051
O  4.9214  15.1344  24.5801  0.0006  0.0001  0.0022
O  4.1093  -1.1496  27.3447  -0.001  0.0024  0.0035
O  8.7749  14.3102  27.7198  -0.0021  -0.0007  0.0052
O  6.0798  6.2951  20.228  0.0012  0.001  -0.0045
O  11.0964  9.4937  25.9664  -0.0001  0.0005  0.0039
O  5.6755  9.9615  25.4094  0.0014  -0.0009  0.0042
O  12.7551  11.0584  27.4224  0.002  0.0002  0.0026
O  10.1631  10.4366  28.0999  -0.0004  0.0013  0.0041
O  14.2721  7.6539  28.9619  -0.0029  0.0028  0.0039
O  14.4824  14.3771  26.7988  -0.0011  0.0013  0.0024
O  9.401  16.7057  23.3856  0  0.0001  -0.0005
N  6.1028  16.8366  30.6883  -0.0031  0.0021  0.0094
O  11.2595  14.3101  23.1263  -0.001  -0.0011  -0.0004
O  7.8218  7.2204  28.6404  -0.0015  0.0027  0.0086
O  16.0181  3.2928  30.022  0.001  0.001  0.0028
O  5.9703  8.672  29.7923  0.0022  -0.0026  0.0028
O  13.2687  16.6352  27.2843  -0.0004  0.0018  0.0044
O  1.9392  8.3358  31.0551  0.0007  0.0014  0.0096
O  -2.6336  21.1893  29.9054  0.0006  -0.0003  0.0026
O  2.5592  5.3988  29.9096  -0.0006  -0.0013  0.0008
O  4.6975  16.3261  28.4474  -0.0026  0.0018  0.0026
O  10.5461  18.8711  24.0046  0  0.0002  0.0005
O  0.2394  4.734  30.7877  -0.0054  0.0019  0.0099

Results
free energy: -136302.797 eV
free energy less fixed offsets of N -386.36, O -570.45, Si -639.56 eV per atom: 2.383 eV

The program warned: the cutoff lies below the one the program advises for these potential files; the forces do not sum to zero within the program's tolerance; empty levels may hold ghost states of the PAW files; the exchange-correlation potential is rough where the density is thin.
